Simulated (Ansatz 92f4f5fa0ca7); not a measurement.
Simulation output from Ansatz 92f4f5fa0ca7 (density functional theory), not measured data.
Periodic cell of 422 atoms, Si266O156, from a study of silicon, its oxide and their interface. The atomic structure is a simulated model.
Doubt: the cutoff is far below the 930 eV that the study's wrapper takes by default for these files, so forces and energies are approximate.
This geometry differs little from another in the collection (a relaxation step or a small displacement).

Settings: functional PBE; potential files Ansatz PAW; basis plane waves; wave-function cutoff 580 eV; density cutoff ratio 5; exchange-correlation grid ratio 1; k mesh 1 x 1 x 1, Gamma-centred; self-consistency stop 5e-08 eV per atom in the density residual; occupations fixed; spin none; net charge 0.

Cell vectors (angstrom)
a 15.4687 0 0
b 0 12.8259 0
c 0 0 37.2826

Atoms and the computed forces on them: element, x, y, z (angstrom), force x, y, z (eV/angstrom)
Si -0.042 1.165 34.617 -0.001 0 -0.009
Si 3.846 1.152 34.651 0.004 -0.006 -0.002
Si 7.711 1.152 34.639 0.003 -0.002 0.002
Si 11.558 1.166 34.551 0.001 -0.004 -0.007
Si 1.89 7.608 34.586 -0.002 -0.001 -0.001
Si 5.781 7.614 34.604 0.003 0 0
Si 9.696 7.609 34.555 -0.004 0.001 -0.001
Si 13.493 7.604 34.523 0 0.001 0.002
Si 1.934 5.247 35.016 -0.152 0.409 0.023
Si 5.801 5.247 35.016 0.003 0.464 0.781
Si 9.668 5.247 35.016 -0.004 0.19 -0.015
Si 13.535 5.247 35.016 -0.015 0.438 -0.203
Si 0 11.66 35.016 -0.029 -0.133 -0.379
Si 3.867 11.66 35.016 -0.115 0.235 0.834
Si 7.734 11.66 35.016 0.042 0.028 0.05
Si 11.602 11.66 35.016 -0.127 -0.187 -0.793
Si 0 4.664 36.252 0.023 0.041 -0.028
Si 3.867 4.664 36.252 0.136 0.127 0.036
Si 7.734 4.664 36.252 -0.033 0.183 0.099
Si 11.602 4.664 36.252 -0.077 0.054 -0.053
Si 1.934 11.077 36.252 0.03 0.011 0.038
Si 5.801 11.077 36.252 0.051 -0.089 -0.031
Si 9.668 11.077 36.252 0.004 -0.05 -0.065
Si 13.535 11.077 36.252 0.07 -0.125 -0.113
Si 0 2.332 36.665 -0.105 -0.011 0.108
Si 3.867 2.332 36.665 -0.017 0.112 0.269
Si 7.734 2.332 36.665 0.036 0.073 0.143
Si 11.602 2.332 36.665 -0.092 -0.088 -0.255
Si 1.934 8.745 36.665 -0.158 0.032 -0.027
Si 5.801 8.745 36.665 -0.047 0.042 0.135
Si 9.668 8.745 36.665 0.19 -0.047 -0.183
Si 13.535 8.745 36.665 -0.164 -0.04 -0.389
Si 1.934 1.749 0.619 -0.002 0.01 0.014
Si 5.801 1.749 0.619 0.04 0.037 0.021
Si 9.668 1.749 0.619 -0.028 0.007 -0.001
Si 13.535 1.749 0.619 0.04 -0.025 -0.008
Si 0 8.162 0.619 0.085 -0.019 -0.053
Si 3.867 8.162 0.619 0.03 -0.007 -0.029
Si 7.734 8.162 0.619 -0.038 -0.065 -0.046
Si 11.602 8.162 0.619 -0.016 0.04 -0.023
Si 0 5.83 1.031 -0.033 0.016 0.066
Si 3.867 5.83 1.031 -0.124 -0.099 -0.062
Si 7.734 5.83 1.031 0.048 -0.101 -0.039
Si 11.602 5.83 1.031 0.068 -0.026 -0.018
Si 1.934 12.243 1.031 -0.056 0.019 0.039
Si 5.801 12.243 1.031 -0.018 0.046 0.024
Si 9.668 12.243 1.031 -0.007 0.068 0.085
Si 13.535 12.243 1.031 -0.055 0.066 0.033
Si 1.934 5.247 2.268 0.359 -0.088 -0.515
Si 5.801 5.247 2.268 0.162 0.029 0.073
Si 9.668 5.247 2.268 -0.141 0.042 -0.014
Si 13.535 5.247 2.268 -0.277 -0.074 -0.298
Si 0 11.66 2.268 0.016 0.017 0.429
Si 3.867 11.66 2.268 0.079 -0.04 -0.31
Si 7.734 11.66 2.268 0.15 0.028 0.441
Si 11.602 11.66 2.268 0.198 0.015 0.234
Si 1.934 2.915 2.68 0.019 0.004 0.066
Si 5.801 2.915 2.68 -0.057 -0.05 -0.013
Si 9.668 2.915 2.68 0 0.05 0.118
Si 13.535 2.915 2.68 -0.054 0.099 0.073
Si 0 9.328 2.68 -0.061 -0.043 -0.061
Si 3.867 9.328 2.68 -0.039 -0.084 -0.003
Si 7.734 9.328 2.68 0.07 0.072 0.018
Si 11.602 9.328 2.68 0.025 -0.204 -0.136
Si 3.291 3.147 26.878 -0.003 0.001 0.012
Si 3.976 0.878 28.086 0.013 -0.012 -0.052
Si 11.446 2.176 30.4 0.005 -0.003 0.004
Si 8.118 5.609 28.402 -0.021 0.01 0.009
Si 0.154 8.706 20.752 -0.001 -0.005 0.007
Si -1.541 12.254 24.567 -0.004 -0.004 0
Si 15.461 6.886 31.211 0.001 -0.004 0.008
Si 11.355 0.31 26.207 0.01 -0.006 -0.017
Si 4.113 5.131 27.998 0.011 0.006 0.008
Si 8.998 1.251 24.504 0.015 -0.009 -0.013
Si 15.175 2.336 24.25 -0.007 -0.003 -0.006
Si 17.332 6.347 21.695 0 0.006 0.003
Si -0.031 11.007 26.997 0 -0.012 -0.013
Si 7.627 7.03 31.445 -0.008 -0.006 0
Si 4.643 16.716 29.939 0.001 -0.001 0.009
Si 11.123 8.896 25.575 0 0.003 -0.009
Si -1.652 5.002 27.601 -0.005 0.014 -0.003
Si 3.856 4.782 31.929 -0.004 0.013 0.002
Si 5.687 7.549 30.213 -0.001 -0.008 0
Si 9.544 0.789 31.077 0.004 0.005 -0.004
Si 3.636 9.255 26.234 -0.009 0.001 -0.011
Si 8.986 9.873 29.352 -0.006 -0.002 -0.007
Si 9.584 11.149 31.432 0.006 -0.006 0.009
Si 13.576 11.408 31.557 0.009 -0.011 -0.005
Si 2.751 -1.176 27.873 0.003 -0.026 -0.007
Si 7.104 3.803 29.771 -0.003 0.009 -0.009
Si 6.303 0.107 28.214 0.049 -0.022 0.02
Si 15.54 2.163 30.258 0.002 -0.005 0.002
Si 2.775 10.143 29.779 0.006 0.014 -0.008
Si 6.752 10.48 28.392 0.008 0.025 0.011
Si 7.47 1.386 29.915 -0.006 -0.015 -0.023
Si 7.659 4.708 31.869 0.002 0.007 0.01
Si 3.873 1.626 30.267 0.059 0.031 0.008
Si 1.868 0.947 31.313 -0.026 -0.005 0.006
Si 11.522 2.779 28.12 -0.001 -0.012 0.036
Si 13.506 -5.549 29.912 -0.009 -0.001 -0.002
Si -1.964 1.049 31.116 -0.02 0.004 -0.002
Si 3.764 7.049 31.427 0.007 -0.008 0.015
Si 10.764 10.654 27.957 -0.042 -0.007 -0.001
Si 11.523 4.371 31.652 0.003 0 -0.003
Si 0.008 4.415 31.586 -0.004 0.008 0.006
Si 5.734 0.711 31.385 -0.018 -0.009 0
Si 6.061 6.7 27.98 0.015 -0.01 0.012
Si 11.419 6.77 31.009 0.006 -0.004 0.008
Si 1.973 11.353 31.656 -0.01 -0.01 -0.001
Si 5.746 11.191 31.831 0.003 0.004 -0.003
Si 5.194 9.849 30.012 0.001 0.006 -0.003
Si 9.299 7.364 29.831 0.007 0.001 0.001
Si 1.881 4.067 32.991 0.006 -0.009 -0.007
Si 5.772 4.082 33.073 0.002 0.007 0.012
Si 9.623 4.04 32.996 -0.002 -0.004 0
Si 13.523 4.12 32.94 -0.005 -0.006 0.002
Si 0.001 10.612 32.817 -0.004 0.012 -0.01
Si 3.8 10.625 32.991 0.011 0.002 0.015
Si 7.762 10.598 32.905 -0.002 -0.001 0.001
Si 11.589 10.579 32.738 -0.006 0.006 -0.003
Si 1.914 1.787 33.481 -0.009 0.008 0.011
Si 5.771 1.769 33.464 -0.003 0.001 -0.002
Si 9.567 1.702 33.316 0.002 0.004 0.005
Si 13.519 1.809 33.363 0.003 0.008 0.005
Si -0.031 8.168 33.256 0.003 -0.011 0.003
Si 3.828 8.285 33.409 -0.004 0.004 -0.007
Si 7.729 8.268 33.413 0.004 0.001 0.005
Si 11.571 8.122 33.127 0.002 -0.005 -0.002
Si 0 2.332 3.917 -0.181 -0.451 0.257
Si 3.867 2.332 3.917 0.243 0.035 -0.166
Si 7.734 2.332 3.917 0.076 -0.135 0.458
Si 11.602 2.332 3.917 0.098 -0.213 0.36
Si 1.934 8.745 3.917 -0.015 0.005 -0.359
Si 5.801 8.745 3.917 -0.014 0.046 0.314
Si 9.668 8.745 3.917 -0.047 -0.023 -0.365
Si 13.535 8.745 3.917 0.004 -0.558 -0.859
Si 1.987 6.422 4.253 0.018 0.013 -0.011
Si 5.844 6.389 4.359 0 -0.004 -0.003
Si 9.587 6.41 4.332 0.006 0.007 0.01
Si 13.475 6.379 4.305 0.003 0.001 -0.004
Si 0.022 12.823 4.408 0.002 0.008 -0.001
Si 3.938 12.805 4.296 0.004 0.006 0.018
Si 7.842 12.838 4.403 -0.015 -0.003 0.007
Si 11.696 12.81 4.377 0.003 0.002 -0.006
Si 0.045 5.642 5.256 -0.029 -0.009 0.02
Si 3.879 5.916 5.562 0.002 0.01 0.004
Si 7.74 5.715 5.676 0 -0.015 0.007
Si 11.487 5.798 5.525 -0.011 -0.01 -0.002
Si 2.028 12.235 5.557 0.008 -0.009 0
Si 5.858 12.29 5.593 0.005 0.006 -0.01
Si 9.835 12.249 5.698 -0.005 -0.002 0.013
Si 13.583 12.163 5.736 -0.009 0.003 0.01
Si 0.011 3.369 6.043 -0.011 -0.005 0.007
Si 3.842 3.54 5.942 -0.003 -0.016 0.007
Si 7.717 3.38 6.098 0 0.001 0.002
Si 11.527 3.506 5.998 0.002 0 -0.008
Si 1.925 9.919 5.932 -0.005 0.003 0.016
Si 5.848 9.932 6.02 -0.018 -0.019 -0.008
Si 9.743 9.863 5.956 0.002 -0.001 -0.004
Si 13.508 9.813 5.904 0.013 -0.014 -0.011
Si 3.514 2.338 13.285 -0.002 0.001 0.004
Si 4.963 4.412 9.251 0.008 -0.018 0.007
Si 14.413 6.937 10.045 0.004 0.027 -0.063
Si 6.302 -0.046 9.279 0.029 -0.12 0.066
Si -1.919 12.198 8.209 0 -0.037 0.019
Si 3.833 9.555 7.254 0.017 0.032 -0.005
Si 8.019 14.663 10.971 0.012 -0.011 0.024
Si 10.599 6.551 12.133 0.013 -0.001 0.002
Si 0.016 6.832 7.173 -0.026 0.001 0.018
Si 3.921 7.214 7.564 -0.013 0.004 -0.004
Si 9.668 2.802 7.404 -0.012 0.003 -0.011
Si 7.788 6.802 7.806 -0.007 0.001 -0.004
Si 3.245 11.021 9.123 -0.013 -0.006 -0.064
Si 5.087 13.572 7.481 -0.014 0.001 -0.035
Si 9.793 16.632 9.605 -0.011 -0.008 0.009
Si 11.934 15.796 10.634 0.003 -0.025 -0.023
Si 2.025 2.676 7.203 -0.01 0.014 0.006
Si 8.025 10.217 9.05 0.041 0.005 -0.087
Si 12.264 3.372 16.355 -0.01 0 0
Si 11.568 6.786 7.673 -0.009 -0.002 0.007
Si 0.977 14.331 14.712 0.001 -0.003 -0.004
Si 8.734 10.996 14.147 0.003 -0.003 -0.007
Si 5.683 15.876 7.33 0.021 0.005 0.008
Si 9.73 18.98 9.179 0.011 0.011 0.012
Si -2.963 0.779 12.532 -0.008 -0.015 -0.008
Si 1.703 3.212 10.928 0.006 0.012 -0.01
Si 13.631 5.778 8.168 0.041 -0.017 -0.011
Si 16.313 -1.845 12.189 0.003 -0.027 -0.027
Si 2.745 13.142 7.652 0.027 -0.032 -0.004
Si -0.04 9.198 7.046 -0.001 0.003 -0.001
Si 11.642 9.115 7.134 -0.007 0.006 0.012
Si 13.461 9.1 10.201 0.045 -0.005 0.027
Si -7.626 9.055 7.074 -0.019 0.021 0.044
Si -0.437 -2.424 9.016 -0.007 0.01 -0.015
Si 2.576 4.115 8.945 -0.013 0.021 0.013
Si 10.383 0.551 7.817 0.007 0.004 0.002
Si 1.484 9.908 10.226 -0.017 -0.028 0.029
Si 6.022 8.626 10.739 0.021 -0.059 0.008
Si 4.772 4.749 12.211 -0.007 -0.004 0.003
Si 16.698 7.517 10.276 0.014 0.026 0.013
Si -1.995 3.395 7.368 0.006 0.013 -0.002
Si 5.191 -3.022 16.564 0.004 0.001 -0.004
Si 9.962 -0.37 11.593 0.01 -0.015 -0.014
Si 9.936 -1.278 9.448 -0.027 -0.013 0.011
Si -0.005 13.923 11.914 0.004 -0.016 0.001
Si 12.647 8.931 16.789 -0.001 0.004 -0.005
Si 12.611 1.527 8.701 -0.017 0.02 0.015
Si 17.4 6.056 11.934 -0.01 0.02 -0.024
O 19.579 3.027 17.396 -0.003 -0.003 0.003
O -14.128 20.36 20.661 0 0 -0.002
O 5.553 14.47 21.499 -0.006 0.013 0.007
O 10.865 -1.181 22.389 -0.001 -0.001 0
O 10.426 8.44 20.113 -0.002 -0.005 -0.001
O 6.476 11.114 22.742 0.005 0.007 0.015
O 9.62 13.228 20.626 0 0 0.004
O 16.714 4.554 11.771 -0.003 -0.014 0.005
O 9.774 19.658 10.741 0 -0.004 -0.014
O 9.441 1.381 15.613 0.004 -0.002 0.001
O 6.912 1.629 14.742 -0.005 0.001 -0.004
O 6.966 14.423 12.188 -0.001 0.008 -0.015
O 35.605 19.79 14.464 0.001 0.001 -0.002
O 5.159 10.63 15.145 -0.003 0.001 -0.003
O -2.119 11.343 23.319 0.002 0.003 0.008
O 19.744 16.598 13.417 0.003 0.007 -0.001
O 5.979 8.092 12.309 -0.002 0.02 -0.024
O 12.632 -12.253 14.131 0.005 0 0.01
O 16.066 15.294 20.656 -0.001 -0.002 -0.001
O 1.205 11.999 27.399 0.004 0.015 0.006
O 12.335 9.668 13.214 -0.002 0.005 0.011
O 4.549 18.434 16.761 -0.001 -0.002 0.001
O 10.398 20.584 13.202 0.001 -0.001 -0.003
O 4.615 13.98 13.372 -0.002 -0.001 0.002
O 9.576 8.393 25.693 0.002 -0.002 0.01
O -0.994 8.256 19.683 -0.001 0 -0.001
O 5.505 6.838 20.25 -0.003 -0.005 0.004
O -6.319 0.162 17.962 0 0 0
O 10.265 5.095 12.813 -0.001 -0.002 -0.006
O 0.414 2.185 10.752 -0.001 0.003 -0.004
O 20.765 4.339 21.455 0.002 -0.012 0.005
O 14.519 20.929 13.34 0.003 0 0.015
O 15.659 -12.644 19.412 0 0.004 0.002
O 12.023 5.198 23.939 -0.002 -0.005 0.002
O -15.286 2.389 25.825 0.005 -0.002 0.003
O 12.182 6.53 11.833 -0.012 -0.007 0.003
O 12.706 12.53 25.584 -0.01 0.007 0.006
O 8.392 0.042 23.558 -0.006 0.004 0.009
O 15.36 4.469 27.46 0.012 -0.002 0.002
O 0.23 2.102 16.005 -0.003 0.004 0.014
Si 3.968 19.737 15.967 0.004 0.004 0.002
Si 13.418 10.48 29.394 0.037 0.005 0.034
Si 8.541 19.673 22.809 0.003 0.019 -0.001
Si 1.001 8.305 25.97 -0.006 0.002 -0.007
Si 4.655 4.484 17.927 0.003 0.002 -0.002
Si -0.286 6.669 13.783 0.003 -0.002 -0.008
Si 13.785 9.341 12.513 0.004 0.009 -0.04
Si 7.966 8.768 17.671 -0.002 0 -0.004
Si 12.41 0.289 15.719 -0.008 0.003 -0.004
Si 16.224 3.072 27.219 -0.016 0.009 -0.006
Si 5.72 6.729 9.023 0.01 0.002 -0.003
Si 7.598 17.284 17.55 0.003 -0.002 -0.005
Si 16.343 18.917 16.556 0.004 0.005 0
Si 10.162 4.56 14.36 -0.003 0.002 0.005
Si -3.499 10.493 8.989 -0.015 0.026 -0.028
Si 9.384 17.475 26.616 0.01 -0.004 -0.004
Si 14.239 -2.115 16.615 0 0 0.004
Si 2.557 6.975 28.014 -0.016 0.002 -0.012
Si 7.455 24.387 23.961 0.007 -0.019 -0.012
Si 9.532 -0.043 16.386 -0.005 0 0
Si 18.59 11.594 17.375 0.004 -0.003 -0.003
Si 0.673 14.6 19.172 0.008 -0.005 0.008
Si 8.205 4.121 24.483 0.026 0.006 0.012
Si 11.972 18.836 25.359 0.004 0.006 -0.006
Si 6.018 6.973 13.507 0 -0.006 0.014
Si 11.149 8.005 21.516 0.002 0.006 0
Si 0.577 -1.419 19.167 0.006 -0.003 -0.003
Si 1.94 6.349 8.42 0.003 -0.02 0.01
Si 8.222 2.407 15.315 -0.001 -0.003 0.001
Si -8.837 13.417 26.009 -0.055 0 0.047
Si 28.976 18.415 11.645 -0.023 -0.027 0.011
Si -5.165 16.807 18.773 -0.003 -0.002 -0.004
Si 22.398 10.834 21.199 0.003 -0.005 -0.003
Si 26.611 8.933 14.056 -0.006 0.006 -0.006
Si 16.968 28.874 21.794 -0.005 0.005 0.002
Si 8.132 8.815 25.067 -0.002 0.009 0
Si 3.686 14.413 18.061 0.006 -0.001 -0.009
Si -0.142 16.028 17.15 -0.006 0.005 -0.027
Si 1.937 7.794 30.111 -0.002 0.004 -0.001
Si 4.876 10.808 10.908 0.023 0.093 0.08
Si -10.894 5.576 20.649 -0.004 0.009 -0.012
Si 21.509 13.678 20.14 0.007 -0.008 -0.012
Si -2.928 18.244 20.467 -0.002 0.003 0.003
Si 8.313 19.466 15.604 0.001 0 0.001
Si 14.306 7.064 18.581 0.002 0.003 0.007
Si 9.964 11.704 21.035 0.003 -0.001 0.001
Si 5.852 11.217 13.77 0.016 0.002 0.018
Si 9.017 1.124 19.294 0.002 -0.005 -0.006
Si 6.433 8.766 26.672 0.001 -0.007 -0.019
Si 4.72 2.932 22.126 -0.007 0 -0.004
Si 11.911 23.41 23.072 0.001 0 -0.006
Si 13.428 4.78 23.197 0.002 0.004 -0.003
Si 6.821 -5.053 20.334 0.001 0.006 -0.007
Si 15.36 7.386 23.402 0.001 0.002 0.001
Si 10.479 -3.155 19.031 -0.005 0.003 0.003
Si 16.746 -1.683 15.012 0.005 0.004 -0.011
Si 21.689 13.659 13.465 0.007 -0.012 0.012
Si 5.218 15.793 24.468 0.002 -0.028 -0.013
O 8.532 11.756 15.596 0.001 0.002 0.001
O 11.603 -3.344 17.902 0 0.004 0.003
O 15.243 6.441 15.389 -0.004 0.002 0
O 3.448 13.17 17.016 -0.002 0.001 0.002
O -0.173 8.024 24.892 0.004 0 0.005
O 18.986 23.651 26.651 0.005 -0.006 0.001
O 13.311 18.383 26.164 0.002 -0.003 0.006
O -4.94 13.774 24.946 0.007 -0.004 0.02
O 17.599 -1.388 18.656 -0.004 0 0.004
O 38.358 26.753 9.632 -0.002 0.013 -0.022
O 7.723 7.753 23.891 0.001 -0.002 0.003
O 8.894 17.596 18.495 0.001 0 0.004
O 19.008 33.926 27.567 0 -0.005 0.003
O 5.182 3.923 10.853 0 0.003 -0.015
O 14.983 11.398 25.478 -0.003 0.003 0.009
O 2.334 19.529 16.094 -0.005 -0.003 0.001
O 29.387 13.469 11.731 0.003 0.002 -0.004
O -19.382 12.422 11.95 0.004 0.008 0.003
O 11.319 22.923 24.504 0 -0.002 0.008
O 16.732 4.826 21.491 0 -0.007 -0.002
O 19.339 4.976 19.283 0 -0.002 0.006
O 13.17 4.434 21.617 0.001 -0.003 0.003
O -3.877 16.77 14.939 0.004 -0.001 0.002
O 3.569 5.846 11.912 0.009 0.004 -0.003
O 3.102 2.846 21.768 0.013 -0.002 0.002
O 0.111 1.828 13.37 -0.008 0.006 0.003
O 8.908 3.502 14.32 0.001 0.002 -0.004
O -3.413 20.456 25.167 0 0.001 0.005
O 13.52 8.836 29.351 0.001 0.003 -0.001
O 21.063 14.343 25.134 0.004 0.024 -0.025
O 3.466 6.232 21.636 0.001 -0.004 0.003
O -8.181 -2.439 13.698 0 0.001 0.001
O 11.831 -4.383 15.449 0.003 -0.01 0.007
O 6.731 22.403 17.017 -0.001 0 0.002
O 6.464 9.336 20.729 -0.001 0.002 0.005
O 25.955 -0.838 27.01 0.006 0.002 0
O 14.381 18.928 23.289 -0.002 -0.004 0.002
O 0.541 23.111 20.408 0 0.004 -0.001
O 13.731 6.237 28.65 0 -0.006 -0.002
O 6.221 -8.49 18.4 -0.001 -0.002 0.006
O 9.923 15.283 19.165 0.002 0.002 0.004
O 14.316 11.124 28.172 -0.005 -0.001 0.008
O 22.877 32.805 14.343 -0.004 0 -0.002
O -8.518 24.242 8.63 -0.021 0.098 0.117
O -2.162 -5.262 17.399 -0.001 -0.006 -0.001
O -3.607 1.446 27.245 0.002 -0.006 -0.011
O 16.83 19.789 26.849 0.011 0.001 0.011
O 22.022 16.787 24.675 -0.006 -0.001 0.001
O 2.45 10.858 16.086 0.001 -0.001 0.005
O 11.85 2.221 12.12 -0.005 0.013 0.012
O 11.239 3.965 17.457 0.003 0 0
O -6.634 15.553 23.812 -0.009 0.01 0.001
O 31.879 12.593 11.832 -0.003 0.013 0.005
O 29.097 -0.623 16.277 0.005 -0.005 0.002
O 10.59 18.5 26.14 -0.009 -0.005 0.005
O 15.386 10.37 15.488 -0.003 -0.001 0.004
O -0.419 8.56 22.291 0.001 0.002 -0.004
O 17.861 8.842 25.251 0.002 0 0.007
O 11.885 11.014 29.101 -0.012 0.002 -0.014
O 8.427 16.189 10.518 0.01 0.011 -0.01
O 9.697 18.679 15.252 0.002 -0.001 0
O 14.997 23.657 18.064 -0.003 0 -0.002
O 16.767 19.436 13.337 -0.008 -0.001 0.023
O -2.652 3.793 28.063 0.004 -0.003 -0.002
O 13.807 16.619 16.765 0.011 -0.001 0.008
O 12.203 6.828 21.194 0.002 -0.003 0.001
O 0.309 6.782 17.928 0 -0.002 -0.001
O -4.406 12.274 16.125 0.005 0 0.002
O 7.523 9.296 10.359 -0.038 -0.006 0.011
O 2.459 2.157 14.511 0.005 0.006 0.001
O 4.395 21.191 16.59 -0.001 -0.003 0.001
O 8.125 14.103 25.887 -0.019 -0.008 0.016
O 0.419 15.026 28.602 0.002 -0.003 0.02
O -3.158 14.57 16.432 0.004 -0.002 0.002
O 10.832 23.872 19.819 0.001 0.001 0.001
O 7.367 5.646 16.469 -0.001 0.001 0
O 1.42 6.837 23.186 0.001 -0.003 0
O -0.723 10.674 12.625 -0.005 -0.001 0.012
O 17.737 1.813 18.812 -0.009 0 0.004
O 13.058 16.978 10.975 0.006 0.02 0.016
O 9.134 24.823 12.924 -0.005 -0.003 0.009
O 9.027 9.825 18.303 0.003 0 0.003
O 10.168 3.414 27.417 -0.012 0.014 -0.012
O 16.367 4.477 16.902 -0.004 -0.006 0.007
O 8.378 10.295 24.394 -0.014 -0.002 0.002
O 4.86 13.912 19.058 0.001 0 0.006
O -6.012 1.173 11.357 -0.015 0.017 -0.001
O 24.005 -7.515 23.377 -0.001 -0.016 0.005
O 8.734 7.92 16.511 0 -0.002 0
O 15.941 22.277 27.003 0.002 -0.002 0.002
O 11.497 -16.167 27.047 0.005 -0.002 0.001
O 16.422 2.707 23.255 0.005 0 0.002
O 4.777 10.805 12.573 -0.007 -0.013 -0.048
O 14.018 16.279 23.942 0.004 -0.005 0.005
O 6.089 -7.297 12.746 0.003 -0.001 -0.004
O -1.82 5.726 19.292 0.003 -0.003 -0.002
O 7.467 7.755 18.842 -0.001 -0.002 0.006
O 5.752 -0.599 10.739 -0.01 -0.038 -0.124
O 2.765 2.312 11.827 -0.001 -0.004 -0.004
O 14.603 0.813 23.996 0.001 0.004 0.003
O -3.459 9.26 22.117 -0.001 -0.003 0.002
O -10.976 -2.054 17.682 -0.003 0.001 0.002
O 22.914 1.477 19.571 -0.007 0 0.006
O 5.125 9.013 25.63 -0.004 0.004 0.011
O 8.57 10.854 21.181 -0.002 0 0.001
O 21.735 -0.767 20.338 -0.003 0.005 0.003
O 3.833 3.373 25.291 0.005 -0.007 0.004
O -1.197 5.467 13.107 0.002 0.001 -0.001
O 25.525 -18.201 22.606 -0.004 -0.006 0.003
O 6.547 -0.865 25.244 0.007 0.011 0.005
O 9.924 -2.884 14.371 0.002 -0.002 0.003
O 17.202 10.629 13.532 0.002 0.006 0.019
O 11.16 4.737 19.928 -0.001 0 0.003
O 7.807 7.008 21.374 0 -0.007 0.003
O 1.025 12.739 14.948 -0.001 -0.01 0.004
O 23.277 -9.769 16.746 -0.002 0.002 0.004

Results
free energy: -257814.639 eV
free energy less fixed offsets of O -568.88, Si -635.61 eV per atom: 2.901 eV

The program warned: the cutoff lies below the one the program advises for these potential files; the exchange-correlation potential is rough where the density is thin.
